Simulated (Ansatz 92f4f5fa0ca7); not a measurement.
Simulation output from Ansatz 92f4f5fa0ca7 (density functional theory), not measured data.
Periodic cell of 148 atoms, Si92O56, from a study of silicon, its oxide and their interface. The atomic structure is a simulated model.

Settings
functional: r2SCAN
potential files: Ansatz norm-conserving
basis: plane waves
wave-function cutoff: 1300 eV
density cutoff ratio: 4
exchange-correlation grid ratio: 1
k mesh: 2 x 2 x 1, shifted by 0.5 0.5 0.5 of a step
self-consistency stop: 5e-08 eV per atom in the density residual
occupations: Fermi-Dirac, 0.05 eV
spin: none
net charge: 0

Cell vectors (angstrom)
a  10.88  0  0
b  0  10.88  0
c  0  0  22.1929

Atoms and the computed forces on them: element, x, y, z (angstrom), force x, y, z (eV/angstrom)
Si  0.3487  -0.3813  0.2354  -0.3004  0.2422  -0.4997
Si  2.3304  2.9697  -0.0359  -0.3224  -0.2098  -0.4788
Si  -0.1186  4.943  -0.4852  0.3266  0.1599  0.3413
Si  1.985  8.7002  -0.1354  0.0955  -0.3045  0.1525
Si  5.8941  0.1912  -0.138  0.4938  -0.0285  0.3524
Si  8.0092  3.0576  -0.059  -0.2687  -0.8775  0.2703
Si  6.6564  5.1171  -0.2954  -0.0879  0.8881  -0.4537
Si  7.9135  8.6382  0.3968  0.0684  0.0363  -0.6801
Si  1.3158  1.3967  1.4157  -0.0286  0.0883  0.1896
Si  4.044  4.2139  1.0608  0.3772  0.2613  -0.4527
Si  1.3301  7.0604  1.4126  -0.4887  -0.1805  -0.4542
Si  4.0349  9.5841  1.7243  0.5557  0.4219  -0.3045
Si  6.9056  1.6588  1.4068  0.0459  -0.2216  -0.3571
Si  9.5522  4.0428  1.3383  0.16  0.3369  -0.2798
Si  6.8647  6.8478  1.4717  -0.0223  -0.287  -0.1043
Si  9.537  9.7007  1.663  -0.0973  -0.1  -0.1291
Si  -0.01  2.7561  2.7858  -0.005  -0.0273  0.0095
Si  2.5849  0.0739  2.8987  -0.0753  -0.2383  0.2145
Si  -0.1003  8.1889  2.9178  0.0418  -0.0729  0.0352
Si  2.8046  5.5993  2.5953  -0.1126  0.0805  0.1566
Si  5.334  2.8705  2.6575  -0.0422  -0.2461  -0.0101
Si  8.1315  0.1966  2.8771  -0.0204  0.2178  0.0441
Si  5.4331  8.116  2.8765  0.1187  -0.0179  0.1263
Si  8.2699  5.5044  2.7686  0.0196  0.0676  -0.0837
Si  1.4373  4.1705  4.053  0.0091  -0.0968  -0.0746
Si  4.027  1.4464  4.1458  0.0827  -0.0425  -0.1527
Si  1.3009  9.5272  4.24  -0.0078  0.1472  -0.09
Si  4.023  6.8201  4.2036  0.0247  0.1636  0.0255
Si  6.8025  4.1535  4.0517  0.0354  0.0721  -0.1986
Si  9.5222  1.4794  4.2317  -0.2131  -0.0845  -0.0424
Si  6.7897  9.5589  4.1919  0.0242  -0.0905  -0.1128
Si  9.5054  6.8102  4.2799  0.0978  -0.0693  0.0584
Si  -0.0018  0.0644  5.5278  -0.0338  -0.096  0.0488
Si  2.6956  2.7705  5.5602  0.0676  -0.1226  -0.0691
Si  0.0958  5.474  5.5256  -0.0996  0.1114  -0.0817
Si  2.6562  8.1658  5.603  -0.0016  0.1121  0.1336
Si  5.3418  0.0054  5.5007  0.0299  -0.0611  0.0174
Si  8.1126  2.8195  5.5064  -0.0013  -0.0372  0.0674
Si  5.4531  5.4593  5.4574  0.0473  0.0855  0.0363
Si  8.1304  8.1907  5.6224  -0.0099  -0.0255  -0.153
Si  1.3146  1.3428  6.9719  0.016  0.0282  -0.0716
Si  4.1761  4.0932  6.8381  -0.003  -0.2079  0.0297
Si  1.361  6.7909  7.0335  -0.0686  -0.0388  0.2551
Si  3.9773  9.5457  6.9827  -0.0595  -0.1329  0.019
Si  6.7153  1.3896  6.7781  0.2185  0.0253  -0.1595
Si  9.6218  4.0928  6.8329  0.0126  0.0067  0.0833
Si  6.7439  6.7616  6.9285  0.082  0.1459  0.137
Si  9.5927  9.5605  6.8714  -0.0976  -0.0463  0.0493
Si  0.0537  2.7755  8.348  -0.099  0.0588  -0.0646
Si  2.584  -0.0198  8.4657  0.1052  -0.2172  0.0599
Si  -0.1104  8.197  8.3896  0.0663  -0.0481  -0.1162
Si  2.8373  5.3203  8.2808  0.0581  0.2848  -0.1753
Si  5.3674  2.6212  8.2527  0.0052  0.0682  0.0872
Si  8.2836  0.1861  8.0227  -0.1108  0.1807  -0.0731
Si  5.348  8.1206  8.3067  -0.2823  0.083  -0.24
Si  8.1523  5.2962  8.187  0.0083  0.0035  0.016
Si  1.9255  3.6175  9.6244  -0.0158  -0.14  0.1529
Si  3.5953  1.747  9.6879  0.212  0.0389  -0.1158
Si  1.2741  9.3228  9.9507  -0.1774  0.2455  -0.1776
Si  4.0333  6.6718  9.7898  0.1319  -0.3112  0.2911
Si  7.2574  3.4686  9.426  0.2089  -0.0787  0.0749
Si  9.1175  1.8432  9.5149  -0.105  -0.0681  0.5032
Si  6.7642  9.8065  9.1276  0.2765  -0.0296  -0.0317
Si  9.4129  6.6618  9.5657  -0.2551  -0.24  0.2612
Si  0.2666  -0.7795  11.9806  0.0152  0.2809  0.397
Si  7.5346  -2.2841  10.8305  0.6203  -0.4517  0.2834
Si  0.7918  5.632  11.5789  -0.9531  -1.0664  -0.1825
Si  2.3972  7.6306  11.1392  0.4322  0.4718  -0.1787
Si  5.1589  0.7391  11.2696  0.2542  0.843  -0.1996
Si  9.8299  1.1648  11.8101  -0.6198  0.149  0.1152
Si  6.7902  3.489  11.7331  0.0289  0.046  -0.4967
Si  8.8004  9.5397  12.4975  -0.3964  0.2318  0.3453
Si  4.2674  1.1264  17.5  0.2885  -0.1668  0.0282
Si  8.739  4.0443  16.3091  -0.0949  0.2767  0.4504
Si  4.843  -1.5561  12.2747  0.4018  -0.7107  0.6798
Si  6.6328  7.8873  13.9988  0.2064  -0.181  0.5716
Si  2.5588  2.1411  16.2885  -0.0159  0.0093  0.3006
Si  9.6789  3.837  13.2267  -0.2945  -0.2374  0.1553
Si  5.5295  5.3115  12.385  0.2295  -0.0028  0.2715
Si  12.0384  10.452  14.8946  -0.2663  -0.0565  0.295
Si  5.2552  -2.8894  18.1998  0.0404  -0.2827  -0.0458
Si  9.2077  0.0185  16.0512  -0.228  -0.0141  0.1443
Si  8.1053  -1.5991  18.4742  -0.0953  -0.1919  -0.2621
Si  10.6545  2.3837  17.6832  -0.1745  0.2257  -0.2547
Si  4.1794  0.8857  20.4804  -0.0317  -0.0057  -0.3904
Si  6.7633  1.7885  15.7947  0.165  -0.0556  0.3094
Si  2.8638  9.161  17.1101  0.32  -0.3943  0.0664
Si  4.7524  3.8694  14.8857  0.1637  0.1722  0.405
Si  8.6702  6.7737  20.2957  -0.2052  0.152  0.054
Si  17.3651  -4.8197  16.4522  0.197  -0.1117  0.4293
Si  13.8008  8.8436  19.9034  0.2848  -0.0414  -0.848
Si  9.4329  0.8847  20.1106  0.1061  -0.1855  0.1456
O  3.5704  -2.0841  0.3717  -0.192  0.2095  0.2456
O  3.6082  -0.3382  -4.7569  -0.1068  0.0837  0.0623
O  3.1802  2.0027  -1.0537  0.1366  -0.0073  -0.1504
O  3.2999  -0.4579  -2.0098  -0.0435  -0.035  0.1432
O  -1.0136  5.6225  -1.7422  0.1593  -0.0938  0.2653
O  1.1048  3.8444  -0.8416  0.1629  0.0478  0.3082
O  0.5694  6.2081  0.2259  0.1677  0.1563  -0.0765
O  -3.6379  5.9642  -1.6377  0.1157  -0.19  0.3475
O  6.8243  -1.1967  -0.36  -0.1344  0.1302  0.3746
O  4.7694  0.0004  1.0481  -0.0647  -0.5756  0.2613
O  8.4908  1.9346  -1.2452  0.025  0.4047  0.2431
O  10.4997  0.0629  -1.1785  -0.157  0.1766  0.1167
O  7.6131  2.9115  -5.5994  0.0304  -0.136  -0.2912
O  5.0247  4.8044  -0.2371  -0.3013  -0.4648  0.7541
O  8.8603  7.8609  -0.703  -0.0963  -0.0742  -0.1004
O  12.9252  8.7467  -3.7114  0.5005  0.2745  0.1264
O  1.3171  -0.6832  13.2961  -0.0106  -0.1377  -0.2897
O  1.8933  -1.5909  15.8126  -0.021  0.3206  -0.094
O  4.7809  5.8373  11.0423  0.067  0.0904  -0.2868
O  3.301  3.3417  15.4344  -0.1095  -0.1072  -0.1346
O  -0.2882  5.8339  10.3427  0.3977  0.188  0.3415
O  5.97  -2.3979  11.3807  -0.4478  0.1682  0.3118
O  1.6334  4.282  11.1219  0.0038  0.3029  -0.0468
O  3.4171  8.5074  12.1615  0.0746  0.1173  -0.0322
O  6.6196  -3.4853  15.5448  -0.1299  0.0232  -0.3478
O  6.1501  0.1103  10.1178  -0.6279  0.3699  0.2655
O  8.2237  3.7477  12.487  0.2897  -0.0087  0.2181
O  10.3403  2.3902  12.8121  -0.1436  -0.0182  -0.1462
O  6.3951  6.4908  13.1484  -0.2499  0.1837  -0.1121
O  8.0943  8.6269  13.7373  -0.1037  0.2919  -0.3995
O  8.511  11.213  12.4873  0.4514  -0.3133  0.0856
O  8.2782  7.1224  10.6944  0.0944  0.1885  -0.4308
O  5.7212  1.0478  16.7705  -0.1312  0.132  -0.0113
O  5.8331  2.6262  14.7279  -0.1038  0.0074  -0.0948
O  9.9155  3.8162  17.4079  0.0172  -0.3812  -0.1197
O  12.2259  2.6148  17.3051  0.0764  -0.188  -0.2866
O  -0.4815  -0.5469  15.0905  0.2913  0.1722  -0.1727
O  7.9995  -5.4187  16.5752  -0.208  -0.232  -0.1907
O  5.9568  12.9317  11.9596  0.007  -0.5929  -0.2029
O  4.4909  4.6302  13.4769  -0.0455  0.2009  -0.0239
O  6.4752  -1.7817  18.3198  -0.0397  -0.0403  0.132
O  8.7594  -1.2127  17.0227  -0.0163  0.2165  0.1059
O  10.6683  5.0707  12.8045  0.3442  0.1889  -0.2467
O  9.384  3.9633  14.8256  0.1135  -0.1074  -0.4661
O  15.0344  8.1501  16.9674  -0.1578  0.3285  0.2248
O  1.8577  0.9964  15.3144  -0.1089  -0.014  -0.1409
O  5.4422  -1.8759  13.7914  -0.0956  -0.0021  -0.441
O  9.9674  1.255  16.7566  0.0011  -0.0136  0.0308
O  8.5065  -0.2778  19.3844  0.1096  0.1453  0.1454
O  5.9531  -4.3367  17.9157  -0.0408  0.2821  -0.2211
O  15.2318  -2.8462  19.5716  -0.4147  0.4413  0.0789
O  7.8563  0.6475  15.3329  0.1452  0.1155  -0.0101
O  10.378  1.8288  19.1716  -0.0922  -0.053  0.0102
O  4.6181  1.5314  19.0424  -0.2436  -0.2312  -0.0512
O  -2.2251  7.788  18.9769  -0.0431  -0.074  0.3599
O  5.4373  -5.9391  15.9141  -0.0983  -0.1328  -0.3337

Results
free energy: -36823.404 eV
free energy less fixed offsets of O -463.61, Si -117.95 eV per atom: -9.844 eV
pressure: -2.66 GPa
stress xx, yy, zz, yz, xz, xy (GPa, positive in tension): 3.14, 3.22, 1.62, -1.03, 0.15, -0.32
